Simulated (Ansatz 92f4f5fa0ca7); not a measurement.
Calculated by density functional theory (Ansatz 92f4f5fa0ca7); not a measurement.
Periodic cell of 215 atoms, Si132O82P1, from a study of silicon, its oxide and their interface. The atomic structure is a simulated model.
Doubt: the cutoff is far below the 930 eV that the study's wrapper takes by default for these files, so forces and energies are approximate.
This geometry differs little from another in the collection (a relaxation step or a small displacement).

Settings: functional PBE; potential files Ansatz PAW; basis plane waves; wave-function cutoff 580 eV; density cutoff ratio 5; exchange-correlation grid ratio 1; k mesh 1 x 1 x 1, Gamma-centred; self-consistency stop 5e-08 eV per atom in the density residual; occupations fixed; spin none; net charge +1 e, with a uniform compensating background and no finite-size correction.

Cell vectors (angstrom)
a	10.938	0	0
b	0	10.938	0
c	0	0	31.5432

Atoms: element, x, y, z (angstrom)
Si	10.4354	0.5692	24.347
Si	6.0431	10.4989	24.1547
Si	2.1306	3.2412	24.0882
Si	8.7034	2.2504	24.3125
Si	0.5036	5.0474	24.1681
Si	5.0502	5.891	24.1973
Si	3.3941	7.6461	24.163
Si	7.8272	8.8235	23.9943
Si	1.3434	1.4758	25.4611
Si	6.9191	1.2954	25.5036
Si	4.0251	4.0978	25.329
Si	9.6702	4.0897	25.4242
Si	1.4976	6.8098	25.3721
Si	6.8966	6.9431	25.2416
Si	4.2314	9.5252	25.3492
Si	9.5246	9.6358	25.4396
Si	2.7802	0.001	26.6422
Si	8.2238	-0.0318	26.9518
Si	0.0158	2.762	26.9257
Si	5.449	2.7309	26.6641
Si	2.7585	5.434	26.8438
Si	8.2269	5.5187	26.6263
Si	0.0406	8.2069	26.6499
Si	5.5551	8.1907	26.8006
Si	4.1098	1.363	28.0765
Si	9.5939	1.3649	28.2261
Si	1.3917	4.1136	28.2263
Si	6.8372	4.1291	28.0262
Si	4.156	6.817	28.139
Si	9.5971	6.8452	28.0581
Si	1.3927	9.5852	28.0497
Si	6.8515	9.5339	28.2304
Si	0.0496	-0.0246	29.5252
Si	5.4498	0.0057	29.4971
Si	2.7669	2.706	29.5276
Si	8.174	2.7656	29.4729
Si	-0.0124	5.4968	29.5034
Si	5.5076	5.4462	29.5035
Si	2.7523	8.2091	29.4444
Si	8.2528	8.1602	29.5339
Si	1.3943	1.3499	30.9055
Si	6.82	1.3799	30.841
Si	4.1301	4.085	30.8848
Si	9.5499	4.1126	30.8452
Si	1.3768	6.8607	30.8333
Si	6.8664	6.7999	30.8968
Si	4.0886	9.5698	30.8477
Si	9.6072	9.5485	30.8954
Si	2.7507	-0.0337	0.7216
Si	8.1822	-0.0002	0.6649
Si	-0.0283	2.7417	0.6757
Si	5.4801	2.7058	0.7152
Si	2.7186	5.4776	0.6669
Si	8.2193	5.4281	0.7322
Si	0.0379	8.1772	0.7187
Si	5.4673	8.2087	0.6707
Si	4.1186	1.3304	2.0771
Si	9.5275	1.3707	2.0408
Si	1.3253	4.1269	2.0447
Si	6.8521	4.0485	2.0884
Si	4.0798	6.8563	2.0348
Si	9.6046	6.7969	2.0714
Si	1.3856	9.5453	2.0931
Si	6.8274	9.5696	2.0618
Si	-0.0412	-0.0173	3.3695
Si	5.471	-0.025	3.4986
Si	2.6935	2.7173	3.3469
Si	8.1864	2.6799	3.5161
Si	-0.0171	5.4555	3.5204
Si	5.4548	5.4626	3.35
Si	2.7483	8.1939	3.5027
Si	8.2243	8.1773	3.3825
Si	1.2951	1.3687	4.6768
Si	6.8324	1.293	4.9374
Si	4.0591	4.1016	4.6352
Si	9.5377	4.0564	4.9087
Si	1.3548	6.857	4.9015
Si	6.8421	6.8038	4.6905
Si	4.1092	9.5653	4.9138
Si	9.5688	9.5477	4.7586
Si	2.623	0.0488	6.1192
Si	8.228	-0.1415	6.2802
Si	-0.0234	2.6423	6.2021
Si	5.3682	2.7616	6.084
Si	2.7495	5.4177	6.1216
Si	8.0951	5.424	6.1911
Si	0.0147	8.2893	6.2549
Si	5.5598	8.143	6.1693
Si	3.4592	1.9576	7.2075
Si	10.0282	0.8192	7.4628
Si	1.7551	3.67	7.3393
Si	6.1986	4.5335	7.3757
Si	4.6172	6.2979	7.2484
Si	9.1307	7.2182	7.3029
Si	0.8981	10.1587	7.5247
Si	7.382	8.9054	7.5077
O	4.4905	6.5611	8.885
O	1.3383	4.0736	8.9285
O	9.7236	6.5333	8.8188
O	1.3046	10.0981	9.1679
O	6.0791	4.248	9.0278
O	3.6816	1.6622	8.8117
O	7.1261	8.9593	9.1685
O	9.6624	1.0581	9.0723
O	8.2519	2.5276	22.749
O	11.0026	5.5364	22.6443
O	5.6196	0.0863	22.6461
O	5.2795	5.3953	22.6306
O	2.1568	2.7975	22.4825
O	3.3285	7.8565	22.5113
O	8.3699	8.7412	22.4122
O	-0.1661	11.2229	22.7614
Si	2.1357	2.971	12.8957
Si	8.6849	1.3096	10.3381
Si	1.0694	4.4922	15.37
Si	7.5819	5.5966	12.2273
Si	2.4142	8.1795	21.2092
Si	5.4212	7.8068	12.47
Si	9.2742	0.464	15.477
Si	2.9166	-0.049	16.6616
Si	10.4587	1.1659	12.5969
Si	7.7622	2.8252	21.2418
Si	9.1102	8.7735	14.4413
Si	1.4816	4.816	10.3518
Si	4.4888	9.478	19.139
Si	11.0758	6.0951	21.1181
Si	6.6089	10.4479	14.8395
Si	5.387	0.7252	21.1774
Si	2.3571	9.8231	10.3894
Si	0.4248	10.6304	21.3894
Si	5.8501	5.2463	21.128
Si	3.6395	7.0987	10.1285
Si	9.0589	5.695	14.8755
Si	3.6573	4.0714	19.0957
Si	10.0256	3.662	19.3208
Si	4.2588	8.6617	15.3698
Si	0.4593	1.9074	17.1706
Si	6.7936	7.524	19.2467
Si	5.2571	3.6141	16.7418
Si	7.7795	4.999	17.5254
Si	6.6472	9.9454	10.3785
Si	4.3783	1.0818	10.1281
Si	-0.029	9.0856	11.9173
Si	9.0996	8.6271	20.9432
Si	4.5434	1.6663	14.5738
Si	2.443	2.077	21.0495
Si	6.3511	3.3523	10.3524
Si	3.4455	5.9097	16.7407
P	9.8818	6.5695	10.3413
O	0.1158	2.6191	18.5896
O	2.9268	9.6257	15.5758
O	10.8548	4.8082	20.1368
O	7.5898	2.4137	9.9013
O	10.8609	5.433	10.7854
O	6.6491	6.7775	12.8237
O	10.3517	8.0101	10.7219
O	7.6507	9.4438	13.9843
O	8.5094	6.287	10.9902
O	5.3622	10.4786	20.0716
O	2.0999	3.7682	11.4362
O	7.9808	8.5304	19.751
O	6.2027	6.7209	20.5412
O	5.4994	2.7122	15.3999
O	1.2962	0.9265	20.7034
O	6.0325	9.0833	11.6306
O	4.6354	4.9895	16.1131
O	6.6025	3.8782	17.6263
O	10.5021	10.6452	11.8354
O	5.5756	0.4989	13.9818
O	8.0047	5.0836	15.9185
O	9.7758	9.8307	15.4946
O	-0.3892	5.16	15.1676
O	1.5722	6.8313	20.8002
O	1.5045	0.6262	17.1851
O	6.5924	1.7667	20.8142
O	1.0173	1.7728	12.8033
O	3.2458	5.487	18.3261
O	9.5434	2.0149	11.5509
O	1.0249	3.0882	16.1906
O	8.6447	5.181	13.3705
O	10.205	8.4825	13.2363
O	1.4434	9.3968	21.6779
O	10.0725	9.933	20.6122
O	3.1814	0.2243	10.8997
O	5.1004	2.3873	10.8491
O	1.6969	4.1459	13.913
O	7.9148	10.878	10.8463
O	9.1401	4.4603	18.2092
O	5.6383	9.4964	15.7653
O	5.5237	-0.0034	9.7453
O	3.5834	2.323	13.3812
O	1.9986	5.638	16.0417
O	9.6937	1.0939	14.0224
O	4.43	6.9264	11.5289
O	4.7615	4.4725	20.2094
O	9.9646	1.3275	16.6387
O	6.7617	4.3508	11.5987
O	5.586	8.3991	18.5733
O	9.0634	2.7376	20.2604
O	3.5839	1.1269	15.7627
O	4.2098	3.0701	17.8949
O	9.9179	7.2162	20.9032
O	3.3815	8.6818	9.8497
O	3.9408	7.4209	16.3785
O	7.643	0.4657	15.6862
O	8.9254	7.3071	15.0753
O	3.9267	1.4274	21.1404
O	1.5803	9.1163	11.6809
O	2.2672	6.2269	10.2581
O	7.3399	6.445	18.1392
O	7.2169	4.3599	21.1352
O	4.5586	8.2187	13.8007
O	3.3319	8.6602	19.9544
O	2.489	3.2311	19.8723
O	3.7561	10.3585	17.9613

Results
free energy: -131307.610 eV
free energy less fixed offsets of O -568.88, P -755.39, Si -635.61 eV per atom: -3.540 eV

Forces (eV/angstrom), in the order of the atoms: element, x, y, z
Si	-0.0091	-0.0106	-0.0061
Si	-0.0128	-0.0244	-0.0127
Si	0.0032	0.012	-0.013
Si	0.0162	0.0052	-0.0115
Si	-0.0005	-0.0118	-0.0116
Si	-0.0068	-0.0064	-0.0135
Si	0.0098	0.0062	-0.0127
Si	-0.0065	0.014	-0.0101
Si	-0.0166	-0.0051	-0.0082
Si	0.0107	-0.0011	-0.0021
Si	0.0042	0.0016	-0.0043
Si	-0.0072	-0.0034	-0.0018
Si	0.0048	-0.0008	-0.0064
Si	-0.0059	-0.0074	-0.0019
Si	0.0049	-0.0006	-0.0074
Si	0.0102	0.0083	-0.0097
Si	0.008	-0.0046	0.0553
Si	-0.0003	0.0044	-0.1552
Si	0.0041	0.0126	-0.1504
Si	-0.0057	0.0027	0.0518
Si	-0.0012	0.0012	-0.1012
Si	0.0001	-0.0026	0.0516
Si	-0.0147	-0.0141	0.0545
Si	-0.0051	0.0007	-0.081
Si	0.0035	-0.0152	-0.0176
Si	0.0075	0.0013	0.2045
Si	0.0178	0.0292	0.197
Si	0.0004	0.0169	-0.0589
Si	0.0453	-0.004	0.0852
Si	0.0148	-0.0023	-0.0253
Si	0.0175	0.002	-0.0548
Si	-0.0418	-0.0468	0.1916
Si	-0.011	0.0149	-0.0094
Si	-0.0021	0.0036	-0.0381
Si	-0.0007	0.0032	-0.0329
Si	0.0104	-0.0089	-0.0047
Si	-0.0068	0.0035	-0.0374
Si	-0.0078	0.0048	-0.0043
Si	-0.0202	0.0161	0.0097
Si	-0.0027	0.0109	-0.0296
Si	-0.0065	0.0178	0.0026
Si	0.003	-0.0282	0.0031
Si	-0.014	0.0036	0.0059
Si	0.0284	-0.0044	0.0018
Si	0.0048	-0.0272	0.0019
Si	0.0019	0.0147	0.0023
Si	0.0254	-0.0003	0.0001
Si	-0.0217	-0.0053	0.0024
Si	-0.0158	0.0004	-0.007
Si	0.0218	0.0139	0.0072
Si	-0.0122	-0.015	0.0064
Si	-0.0048	0.0196	-0.0063
Si	0.0147	0.0083	0.009
Si	-0.0163	0.0053	-0.0111
Si	-0.0061	0.0178	-0.0075
Si	-0.009	-0.0212	0.0102
Si	-0.0011	-0.0021	0.0163
Si	0.0285	-0.0249	0.0325
Si	0.0156	-0.015	0.001
Si	-0.0019	0.0056	0.0278
Si	0.0236	-0.022	0.0297
Si	-0.0119	0.0066	0.005
Si	0.0124	-0.0093	0.0237
Si	-0.0027	-0.0002	-0.0058
Si	-0.1065	0.0057	-0.1665
Si	-0.0031	-0.003	0.0436
Si	-0.0347	-0.012	-0.2011
Si	0.0089	-0.0222	0.0355
Si	0.0021	-0.0016	0.065
Si	-0.0117	0.0695	-0.2108
Si	0.0038	-0.0115	0.0308
Si	0.0374	0.0176	-0.1191
Si	0.0202	-0.0145	0.1181
Si	0.0374	0.0068	-0.0595
Si	0.0282	-0.0022	0.144
Si	-0.0078	-0.0072	-0.0693
Si	0.0086	0.0175	-0.0659
Si	-0.0365	-0.0283	0.1152
Si	-0.0052	-0.0262	-0.0621
Si	0.023	0.0203	0.0694
Si	0.0086	0.0343	0.0502
Si	-0.0323	0.0213	-0.0273
Si	-0.0093	0.0189	0.0065
Si	-0.0313	0.0045	0.0364
Si	-0.0246	0.0042	-0.0104
Si	0.0331	0.0667	0.0387
Si	-0.0665	-0.0364	0.0248
Si	-0.0193	0.0113	-0.0095
Si	0.0256	-0.0324	-0.0351
Si	-0.0042	-0.0075	0.0357
Si	0.0057	0.0145	0.0398
Si	-0.0075	-0.034	-0.0019
Si	-0.0022	0.0172	0.0599
Si	0.0114	0.0099	-0.039
Si	0.0335	0.0037	-0.0103
Si	0.0491	-0.0431	0.0055
O	-0.0029	-0.0059	-0.0179
O	0.0094	0.0005	-0.0089
O	0.0056	0.0231	0.119
O	-0.0001	0.0026	0.0117
O	-0.0019	0.0036	0.0092
O	0.0051	-0.0006	0.0395
O	-0.0131	0.026	0.0085
O	0.004	-0.0013	-0.0196
O	-0.0052	0.0002	0.0098
O	-0.0007	0.0026	0.009
O	0.0012	0.0061	0.0107
O	0.0059	-0.0031	0.0032
O	0.0026	-0.0056	0.0045
O	-0.0023	0.0006	0.0049
O	0.0054	-0.005	0.0029
O	0.0082	-0.0027	-0.0017
Si	-0.0114	-0.0049	0.0013
Si	0.0025	0.0019	0.0082
Si	-0.0092	0.0033	0.0262
Si	0.0194	0.0133	0.0046
Si	-0.0034	-0.0088	0.0057
Si	-0.0074	-0.0136	0.0209
Si	0.0076	-0.0021	0.0272
Si	-0.0013	0.0032	0.0382
Si	0.0033	0.0001	0.0223
Si	0.0024	-0.0047	-0.0025
Si	0.0157	-0.0064	0.0286
Si	-0.0476	0.0442	-0.0097
Si	0.0047	-0.0023	0.0268
Si	0.0031	0.0044	0.001
Si	0.0073	-0.002	0.0341
Si	0.0049	-0.0015	-0.0011
Si	-0.0123	-0.001	0.0008
Si	-0.0011	0.0013	0.0027
Si	-0.0008	0.0048	0.0114
Si	-0.0224	-0.0239	-0.0156
Si	-0.0028	-0.0023	0.0343
Si	-0.0009	-0.0038	0.0326
Si	-0.004	0.0067	0.0217
Si	-0.0029	0.0027	0.0283
Si	-0.0035	-0.0033	0.0325
Si	0.0016	0.0003	0.0216
Si	0.0056	0.0023	0.0368
Si	0.0062	0.0052	0.029
Si	0.0005	-0.013	-0.0086
Si	-0.0097	0.0044	-0.0184
Si	-0.0132	-0.0024	-0.0083
Si	0.0055	-0.0007	0.0063
Si	-0.0023	0.0034	0.0313
Si	-0.0037	-0.0026	0.0093
Si	0.007	0.004	-0.0027
Si	0.0002	-0.0001	0.0343
P	0.1114	-0.0737	-0.0639
O	0.0053	-0.0046	-0.0142
O	0.0012	-0.0004	-0.0173
O	0.0004	-0.0027	-0.0042
O	0.0032	0.0034	0.0096
O	0.0175	0.0386	0
O	-0.0001	0.0014	-0.0107
O	-0.0131	-0.0234	-0.003
O	-0.0047	0.0015	-0.0127
O	-0.047	0.0069	0.0113
O	-0.0018	-0.002	-0.0059
O	-0.0041	-0.0083	0.0098
O	-0.0022	-0.0007	-0.0064
O	0	-0.0003	-0.0057
O	-0.0022	-0.0013	-0.0187
O	0.0024	-0.0015	-0.0019
O	0.0004	0.0106	-0.0102
O	-0.0013	0.0017	-0.0156
O	-0.002	-0.005	-0.0149
O	0.0022	-0.0173	-0.0076
O	-0.0003	0.0021	-0.0132
O	0.0033	-0.0002	-0.0189
O	-0.0073	0.001	-0.0175
O	0.0018	-0.002	-0.0124
O	-0.0006	-0.0009	-0.0031
O	0.003	-0.0001	-0.0166
O	-0.0001	0.0029	-0.0016
O	0.0076	0.0004	-0.0017
O	0.0004	0.0074	-0.0177
O	-0.0125	-0.0061	-0.017
O	0.0014	0.0049	-0.0193
O	-0.0063	0.0029	-0.0101
O	-0.0155	0.0133	0.0048
O	-0.0012	0.0027	-0.0042
O	-0.0018	-0.003	-0.0016
O	0.0028	0.0057	-0.0038
O	-0.0046	-0.005	-0.0029
O	0.0018	-0.0009	-0.0119
O	-0.0109	0.0082	-0.0052
O	-0.004	-0.0008	-0.0126
O	0.0045	0.0025	-0.016
O	0.0094	0.0003	-0.0021
O	-0.0014	0.001	-0.0043
O	0.0003	-0.0012	-0.019
O	-0.0006	0.0016	-0.0094
O	0.0006	0.0005	-0.0145
O	-0.0007	-0.0006	-0.0076
O	-0.0032	0.0001	-0.0139
O	-0.0068	-0.0088	-0.0154
O	-0.0031	0.0015	-0.0089
O	0.0012	0	-0.0057
O	0.0021	-0.0045	-0.0163
O	0.0029	-0.0021	-0.0177
O	-0.0001	0.0005	-0.0023
O	0.001	-0.0002	0.0018
O	-0.0002	-0.0023	-0.0193
O	-0.0073	-0.0013	-0.0146
O	-0.0053	0.0069	-0.0149
O	0.0043	0.0018	-0.0004
O	0.0067	0.0067	-0.0113
O	0.0145	-0.0145	0.0045
O	0.0003	-0.0054	-0.0132
O	-0.0011	-0.0017	-0.0024
O	0.0011	-0.0001	-0.0136
O	0.0047	0.0014	-0.0085
O	0.0038	0.0046	-0.0102
O	-0.0075	0.0053	-0.0266

The program warned: the cutoff lies below the one the program advises for these potential files; the exchange-correlation potential is rough where the density is thin.
